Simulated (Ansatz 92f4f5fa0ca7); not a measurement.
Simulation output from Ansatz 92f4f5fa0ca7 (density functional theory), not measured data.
Periodic cell of 254 atoms, Si144O106N4, from a study of silicon, its oxide and their interface. The atomic structure is a simulated model.

Settings: functional r2SCAN; potential files Ansatz norm-conserving; basis plane waves; wave-function cutoff 1300 eV; density cutoff ratio 4; exchange-correlation grid ratio 1; k mesh 2 x 2 x 1, shifted by 0.5 0.5 0.5 of a step; self-consistency stop 5e-08 eV per atom in the density residual; occupations Fermi-Dirac, 0.05 eV; spin none; net charge 0.

Cell vectors (angstrom)
a 10.888 0 0
b 0 10.888 0
c 0 0 35.6721

Atoms: element, x, y, z (angstrom)
Si 0.5621 -0.4984 -0.0282
Si 3.1647 2.5546 0.0472
Si -0.2829 5.7931 0.1115
Si 2.7842 8.2216 0.3892
Si 5.2705 0.2183 0.1515
Si 8.2611 2.9143 -0.357
Si 5.0366 6.0784 0.0052
Si 8.3569 8.0278 0.219
Si 1.4474 1.3597 1.1979
Si 4.1831 4.2336 1.3064
Si 1.3676 6.7675 1.4861
Si 4.146 9.6427 1.5983
Si 6.993 1.453 1.1564
Si 9.4207 4.1753 1.3095
Si 6.7258 6.9109 1.4512
Si 9.6756 9.5739 1.3633
Si -0.0009 2.7298 2.5549
Si 2.7014 0.1187 2.7976
Si 0.0039 8.167 2.802
Si 2.7579 5.4045 2.7663
Si 5.5922 2.8178 2.6045
Si 8.2713 0.0915 2.6325
Si 5.4905 8.2542 2.8824
Si 8.0849 5.474 2.7514
Si 1.3529 4.0394 4.0365
Si 4.1577 1.4753 4.0287
Si 1.3656 9.5651 4.1215
Si 4.0877 6.8189 4.1241
Si 6.8132 4.0956 4.13
Si 9.5833 1.4112 4.0399
Si 6.9124 9.6297 4.0896
Si 9.4952 6.8167 4.1034
Si -0.0065 0.027 5.4593
Si 2.7442 2.7437 5.4357
Si -0.0022 5.4257 5.4038
Si 2.7199 8.1818 5.456
Si 5.4771 0.0613 5.4037
Si 8.1984 2.7256 5.4322
Si 5.4349 5.4467 5.4819
Si 8.1835 8.2052 5.4756
Si 1.3835 1.3664 6.804
Si 4.0659 4.0953 6.8435
Si 1.35 6.7958 6.7838
Si 4.1088 9.5503 6.7606
Si 6.8252 1.3705 6.7994
Si 9.5428 4.0811 6.7894
Si 6.8046 6.8217 6.8156
Si 9.5368 9.5464 6.8461
Si -0.0059 2.7199 8.159
Si 2.7355 -0.0235 8.1473
Si 0.0029 8.1402 8.1719
Si 2.6859 5.4524 8.1871
Si 5.4439 2.6955 8.1664
Si 8.1485 0.0074 8.194
Si 5.4158 8.1742 8.1531
Si 8.1708 5.4233 8.1483
Si 1.323 4.0749 9.5398
Si 4.0753 1.3248 9.5285
Si 1.3764 9.4992 9.5159
Si 4.0633 6.8071 9.5332
Si 6.8254 4.0375 9.5098
Si 9.5191 1.3725 9.5431
Si 6.7597 9.5207 9.5235
Si 9.5256 6.7614 9.5244
Si 0.0051 -0.0163 10.8474
Si 2.6755 2.6764 10.8508
Si -0.0406 5.3967 10.9434
Si 2.6998 8.1475 10.9271
Si 5.4075 -0.0352 10.93
Si 8.1601 2.7097 10.9518
Si 5.4288 5.3725 10.8176
Si 8.1089 8.1078 10.8168
Si 1.3344 1.3387 12.2535
Si 4.053 4.0209 12.1706
Si 1.3327 6.7631 12.2795
Si 4.0495 9.4909 12.3208
Si 6.7662 1.3329 12.2872
Si 9.5105 4.0452 12.3789
Si 6.7954 6.6873 12.169
Si 9.4721 9.4917 12.1056
Si -0.0099 2.6362 13.7226
Si 2.6743 -0.0067 13.6713
Si -0.1138 8.1561 13.5054
Si 2.716 5.3458 13.5721
Si 5.3415 2.6719 13.6132
Si 8.1393 -0.1033 13.5407
Si 5.4053 7.9787 13.5247
Si 8.0989 5.421 13.6959
Si 1.6524 3.7925 14.9691
Si 3.8257 1.5449 15.0535
Si 0.9887 9.7173 14.8229
Si 4.2437 6.4658 14.9426
Si 6.4306 4.2596 14.9258
Si 9.6659 0.988 14.9369
Si 6.9884 9.1346 14.7464
Si 9.267 7.0704 14.9392
Si 1.6934 -5.1325 22.163
Si -4.9656 17.666 27.9234
Si 13.8927 -5.8055 30.6054
Si -25.4533 -6.175 26.312
Si -9.9746 5.3321 26.3325
Si -5.7595 -2.9359 23.8109
Si -0.3058 -2.761 31.5476
Si 21.4264 15.9549 16.8111
Si 5.0499 -0.5226 16.9908
Si -3.494 28.6693 19.9174
Si 4.9857 7.8468 20.7545
Si -18.7136 9.9602 24.0145
Si -1.5486 -5.1169 24.3633
Si 7.6797 -0.0566 21.7338
Si 24.479 8.2622 17.0178
Si 11.9953 10.07 21.8551
Si -7.3512 -5.4954 24.4842
Si -8.4306 3.1996 32.7807
Si -13.2391 14.4632 28.8544
Si 2.1054 7.9539 19.9062
Si 0.6878 -13.6105 26.8583
Si 6.8389 -1.2383 19.3978
Si 5.8011 0.1254 23.8991
Si -14.8842 -16.8104 33.44
Si 18.951 -2.9394 22.8224
Si -13.3569 -7.8983 16.7903
Si -2.2605 -0.319 25.3075
Si -16.5776 -12.186 31.3685
Si -0.8951 -9.8286 22.8907
Si -9.6432 0.7865 29.2415
Si 20.7164 5.4218 32.994
Si -20.8845 -13.7307 23.8891
Si -14.1824 -3.2222 25.5634
Si -11.5603 14.7757 22.1764
Si -12.0979 21.6211 33.0781
Si -5.9103 11.9519 27.9389
Si 0.6096 3.8302 28.8888
Si -8.1533 8.1903 30.9434
Si 9.9648 -1.3763 29.0848
Si -1.7409 4.3471 19.2733
Si -3.8906 9.683 33.7099
Si -16.6197 2.7738 25.3389
Si -13.6399 0.6446 28.1283
Si -6.6364 19.9429 28.6632
Si -17.9472 1.252 30.7479
Si 21.1551 -8.3307 32.9173
Si 13.5028 32.2531 26.8469
Si -15.6799 15.8471 30.3103
O -1.3221 2.4645 34.4071
O -1.5859 -3.6383 23.6219
O -3.6666 -6.9566 29.7422
O -3.2847 8.4214 34.4995
O -6.9842 -2.1205 31.9086
O -7.8132 17.5545 30.6436
O -15.2291 11.6289 27.9823
O -3.7209 14.4422 34.2459
O 0.809 6.6273 27.3228
O 16.6199 -0.5887 34.4885
O 9.965 -6.6508 29.3005
O -15.8492 5.3753 27.0942
O 1.6625 11.4721 27.6846
O 8.3305 20.3736 22.3949
O 13.7418 30.698 29.5006
O 1.2852 8.3931 31.5949
O -3.9969 7.7571 27.0396
O -1.3979 4.0219 16.1448
O 1.1101 4.6404 16.2707
O 6.9718 3.4326 16.2344
O 10.5036 13.4569 23.0633
N 4.1466 -0.4397 27.6384
O -6.4015 6.7158 24.693
O -4.9001 10.456 18.2981
O 0.7853 -6.404 21.829
O 7.1463 0.0364 24.7754
O 5.3564 5.3771 15.4711
O -11.1846 5.301 25.2668
O 8.1312 8.1585 15.4248
O -12.2773 14.6442 20.7215
O 0.2972 -1.8289 22.8135
O 7.7915 -0.1616 20.1207
O -6.3838 4.5726 30.1731
O -10.1416 2.3 29.3518
O 7.6032 8.2504 18.9911
O -6.3677 1.7347 29.3583
O 2.7404 2.6892 15.5255
O -2.4087 3.1488 18.3944
O 3.79 9.4193 17.3309
O 4.5409 7.6196 27.957
O 3.4999 7.0694 16.266
O -10.7856 10.6242 29.6455
O -1.6599 4.7616 23.1112
O 1.5732 8.8811 16.0709
O 6.0423 -1.1308 15.8939
O 2.4891 -22.1249 22.599
O 19.4466 1.2032 22.1829
O 12.2489 -1.5953 20.4539
O -2.1895 1.9661 28.8629
O 10.4346 15.7944 18.4212
O -6.1812 7.5658 22.2944
N -6.1569 9.651 24.0975
O 2.4464 -2.4275 24.106
O -5.1682 -16.0621 34.2504
O -10.0225 -15.1907 23.2573
O -2.039 11.3876 26.6836
O -3.0017 7.1236 21.4438
O 4.4945 0.8928 16.4093
O -2.033 1.5221 16.2682
O 0.1151 -10.4555 21.7731
O -0.8112 6.5234 16.2651
O 2.597 -0.0019 25.274
O -2.5718 -5.1583 33.486
O -22.2065 -1.9191 27.6626
O -22.8673 3.9664 32.2521
O 5.0857 -9.364 24.3054
O -10.9833 -0.0946 15.4324
O 1.8754 -14.0378 18.3176
O 9.7908 -10.6575 24.2844
O 16.6754 6.6378 20.0224
O 12.7078 6.642 20.8077
O -11.8063 -2.6544 30.0646
O -11.9275 -12.4838 32.391
O -42.7265 -6.8552 27.2901
O -2.7617 5.6041 19.3253
O -4.4933 4.9585 31.9075
O -11.4771 -15.1431 32.0629
O 6.5082 -1.6494 32.2375
O -13.2613 -0.6805 28.9848
O 13.4113 15.5429 32.0993
O 4.1942 -9.5465 35.333
O 2.2906 -5.4169 25.5113
O 0.2106 -2.748 25.3226
O -7.2153 -2.6721 19.9667
O -15.567 11.1085 22.3354
O -7.4109 2.3505 31.8634
O -2.6216 -6.7962 27.3564
O 8.1672 10.8001 33.6638
O -5.0033 -1.7153 20.6157
O 4.8592 0.2705 31.5037
O 1.7261 9.2563 35.2794
O -6.2107 -8.726 26.7784
O -5.4631 -1.6118 29.7875
O 1.8186 15.5166 29.6075
O -10.9623 -0.0531 34.2223
O -6.6562 3.9762 24.8071
O -0.0139 16.1504 34.2472
O 3.0608 5.334 22.9151
N -4.0786 7.8862 24.0104
O 2.9144 14.2132 34.3126
O -1.0608 12.071 32.1622
O -8.7947 -12.8304 26.9467
O -13.1742 -1.9231 25.5929
O -1.3047 7.0326 35.506
N -24.6345 -4.9271 25.4513
O -4.2465 3.4475 25.4589
O 6.3173 6.3564 29.4638
O -8.4554 11.453 30.3165
O -7.029 -3.6985 35.304
O 0.9866 13.4371 32.8656

Results
free energy: -67329.334 eV
free energy less fixed offsets of N -289.75, O -463.61, Si -117.95 eV per atom: -42.874 eV
pressure: 0.26 GPa
stress xx, yy, zz, yz, xz, xy (GPa, positive in tension): -0.51, -0.21, -0.06, -0.93, -0.56, -0.32

Forces (eV/angstrom), in the order of the atoms: element, x, y, z
Si 0.0203 -0.0207 0.1706
Si 0.0071 -0.0555 0.1085
Si -0.0032 0.0206 0.1211
Si 0.0007 0.0196 0.0285
Si -0.0044 0.032 0.0806
Si -0.0616 -0.0464 0.1468
Si -0.0195 0.022 0.108
Si 0.0226 0.0135 0.1136
Si -0.0015 0.0013 -0.0264
Si -0.0051 0.0127 0.015
Si -0.0021 0.0013 -0.0365
Si -0.013 0.0024 -0.0284
Si 0.0097 0.0187 -0.0089
Si 0.0104 -0.0071 -0.025
Si 0.0099 0 -0.0016
Si -0.0184 0.0279 -0.0234
Si -0.0088 -0.0276 0.0004
Si 0.01 -0.0055 0.0273
Si -0.0142 -0.0046 0.0165
Si -0.0105 0.0101 0.0042
Si -0.0003 -0.0028 0.0054
Si -0.0116 -0.0456 0.0008
Si 0.0017 0.0075 0.0058
Si 0.0121 0.0061 0.0203
Si -0.013 0.0161 -0.0004
Si 0.0089 -0.0177 0.0034
Si -0.0174 0.0215 -0.0156
Si 0.0121 -0.0126 -0.0081
Si 0.0149 -0.0089 0.0103
Si -0.0093 0.0261 -0.011
Si 0.0025 0.0003 0.0122
Si -0.0048 0.0158 0.0186
Si 0.0005 -0.0128 0.0023
Si -0.0059 -0.0093 0.0061
Si -0.0081 -0.0072 0.0054
Si 0.0018 -0.0004 -0.0003
Si 0.0194 -0.0017 0.0024
Si 0.0053 -0.0048 0.0102
Si -0.0191 0.0085 0.0061
Si -0.0093 -0.0051 0.0091
Si 0.0103 -0.0197 -0.0014
Si 0.0089 0.0129 -0.001
Si 0.001 0.006 -0.0038
Si -0.0114 0.0052 -0.0066
Si -0.0051 0.0103 -0.0016
Si -0.0019 -0.002 -0.0016
Si 0.0112 0.0087 0.0012
Si -0.0011 0.0005 -0.0028
Si -0.0102 0.0194 -0.0019
Si -0.0058 0.0011 0.0046
Si -0.0215 0.0038 -0.0003
Si 0.0084 -0.0143 -0.0023
Si 0.0023 -0.0138 -0.0051
Si -0.009 -0.0181 -0.0024
Si 0.0014 -0.0072 0.004
Si 0.0117 -0.0005 0.004
Si -0.0064 0.0014 -0.0162
Si 0.0076 -0.0072 -0.0051
Si 0.0176 -0.0048 0.0015
Si -0.01 0.0204 -0.0026
Si -0.0102 0.0089 -0.0162
Si 0.0044 0.0002 -0.0129
Si 0.0082 -0.0061 -0.0054
Si -0.0044 -0.0024 -0.0087
Si -0.0283 -0.0062 0.0052
Si 0.0034 0.021 0.0037
Si -0.0174 -0.0056 0.0092
Si 0.009 -0.0149 0.0141
Si -0.0196 -0.0018 0.0071
Si 0.0059 0.0026 -0.0063
Si 0.0084 -0.0208 -0.0031
Si 0.0047 0.0034 0.0069
Si 0.0236 -0.027 -0.0015
Si 0.0027 -0.0085 -0.028
Si -0.0039 0.0016 0.0037
Si 0.0016 -0.0032 -0.0068
Si 0.0049 0.0016 0.0053
Si -0.0005 0.0048 -0.0175
Si -0.0229 0.0143 0.0007
Si 0.0113 -0.0016 -0.0219
Si -0.0308 0.0407 0.0006
Si 0.0043 -0.005 0.0079
Si 0.004 0.0169 -0.0009
Si 0.0106 -0.0117 0.0015
Si -0.0137 0.0126 -0.0063
Si -0.0003 -0.0205 -0.0037
Si 0 -0.0004 0.0088
Si 0.0203 -0.0451 0.009
Si 0.0112 -0.0193 -0.0905
Si -0.0248 0.0055 -0.1574
Si -0.006 0.0297 -0.1042
Si 0.045 -0.007 -0.1264
Si -0.0029 0.0174 -0.0947
Si 0.0176 -0.0125 -0.1073
Si 0.0121 -0.0208 -0.0815
Si -0.0307 0.0058 -0.0956
Si -0.0041 -0.0019 -0.1537
Si -0.047 -0.0112 0.1617
Si -0.0018 -0.0191 0.1844
Si 0.0265 0.0197 0.098
Si -0.0341 -0.0738 0.0767
Si 0.0589 -0.0448 -0.0537
Si -0.0191 -0.0202 0.2204
Si -0.001 0.0369 -0.1542
Si -0.0218 0.0261 -0.2759
Si 0.0215 -0.0366 -0.1752
Si 0.0271 0.008 -0.1429
Si -0.0125 0.0656 -0.0551
Si 0.0623 -0.0183 -0.0146
Si 0.0042 -0.0111 -0.1449
Si 0.0334 0.0142 -0.242
Si 0.0057 0.0104 -0.135
Si -0.0473 0.0307 -0.0459
Si -0.0829 0.0103 0.2291
Si 0.0008 0.0024 0.1617
Si 0.0445 -0.0155 -0.2616
Si -0.0565 0.0168 0.0514
Si -0.0638 0.0322 -0.249
Si 0.032 -0.0692 -0.078
Si -0.0268 -0.0204 0.2301
Si -0.0387 0.0113 -0.1789
Si -0.029 -0.0129 -0.1549
Si 0.0831 -0.0325 0.0009
Si 0.0489 -0.0228 0.216
Si 0.0182 0.0462 -0.0608
Si -0.0139 0.0521 0.151
Si 0.0337 -0.034 0.209
Si 0.0045 -0.0053 -0.0457
Si 0.0197 0.0133 0.0187
Si -0.0352 -0.0247 -0.1619
Si 0.021 0.0488 0.2195
Si -0.0054 0.0015 0.1692
Si 0.0023 -0.0288 0.143
Si -0.0275 -0.0177 0.1656
Si 0.0058 -0.0213 0.1738
Si 0.0112 -0.016 -0.2701
Si 0.0242 0.0332 0.2315
Si 0.0335 -0.0049 0.0339
Si 0.0304 0.0464 0.1214
Si 0.0139 -0.0442 0.1493
Si -0.0067 0.0483 0.2092
Si -0.0293 -0.0021 0.1714
Si -0.0038 0.0367 0.0737
Si 0.0026 -0.0229 0.2328
O 0.0767 -0.0068 -0.1307
O -0.0688 0.0054 0.0343
O 0.0314 -0.0195 -0.1052
O -0.0465 0.0353 -0.1272
O -0.012 0.0048 -0.0875
O 0.007 0.0017 -0.0493
O -0.0299 0.0154 -0.0422
O -0.0164 0.0457 -0.0798
O -0.0045 0.0108 -0.0159
O 0.0188 -0.0608 -0.1265
O -0.0088 0.0073 -0.0535
O 0.0076 -0.0182 -0.0514
O 0.0236 -0.0189 -0.0525
O 0.0169 0.0001 0.0499
O 0.0397 0.0181 -0.0706
O 0.0397 0.0081 -0.0786
O 0.025 0.0064 -0.0957
O 0.0062 -0.0127 0.0293
O -0.0421 0.0235 0.0875
O 0.0605 -0.0308 0.1015
O 0.0032 -0.0155 0.0258
N 0.0009 0.0485 -0.0871
O -0.0199 -0.0225 -0.0011
O 0.0794 -0.0348 0.1691
O 0.0213 0.0257 0.047
O -0.0139 0.0119 0.0149
O -0.016 -0.0084 0.0561
O 0.0047 -0.0011 -0.0077
O -0.0038 0.0019 0.0598
O 0.0559 -0.0246 0.1685
O 0.0023 -0.0325 0.0581
O 0.0186 0.025 0.1529
O 0.0113 -0.005 -0.0712
O 0.0106 -0.0109 -0.058
O -0.0088 -0.0229 0.078
O 0.0394 -0.0098 -0.1281
O -0.0013 0.0024 0.0644
O 0.0012 0.0073 0.1704
O -0.0025 -0.0005 0.0977
O -0.0062 -0.0257 -0.0438
O -0.053 0.0403 0.1386
O 0.0055 -0.0156 -0.071
O -0.0097 0.0349 0.0636
O 0.0342 -0.0568 0.1271
O -0.0325 0.0341 0.1283
O 0.0285 -0.0048 0.0516
O 0.0051 -0.0182 0.0257
O -0.0414 0.0395 0.0933
O -0.0216 -0.0392 -0.0629
O -0.0142 -0.014 0.1712
O -0.0002 0.0106 0.12
N 0.0082 0.0051 0.0164
O -0.0081 -0.0092 0.0332
O 0.0417 -0.0197 -0.1251
O -0.0165 0.0085 0.0457
O -0.0103 -0.0142 -0.067
O 0.0234 0.0409 0.16
O 0.0275 -0.0588 0.1463
O -0.0227 0.0481 0.1043
O -0.0069 -0.0088 0.0504
O 0.0297 -0.0577 0.0906
O -0.0059 0.0027 -0.0121
O 0.0242 0.01 -0.0699
O 0.027 -0.0215 -0.0746
O -0.0128 -0.0016 -0.0985
O -0.0156 0.0323 -0.004
O -0.0015 -0.0022 0.0589
O -0.038 -0.0102 0.1963
O -0.0187 -0.0126 0.0433
O -0.016 0.0322 0.0562
O -0.0335 -0.0441 0.1261
O -0.0145 0.0384 -0.1411
O 0.0215 -0.074 -0.1293
O 0.0109 0.0322 -0.0782
O -0.0288 0.0533 0.0724
O -0.0393 0.0091 -0.1944
O 0.0115 0.0727 -0.0835
O -0.0625 -0.0149 -0.155
O -0.0167 0.014 -0.0534
O 0.0316 0.0419 -0.1155
O -0.0062 0.0175 -0.0402
O 0.0446 0.0182 -0.0265
O 0.0086 -0.0069 -0.0044
O 0.0004 -0.0064 0.084
O -0.0292 0.0241 0.0699
O 0.0505 -0.0518 -0.1289
O -0.0423 0.0274 -0.0893
O 0.0278 -0.0217 -0.0665
O -0.0184 -0.0234 0.1003
O -0.023 0.0211 -0.0754
O -0.0194 0.0228 -0.0698
O 0.0014 0.0276 -0.0618
O -0.0478 0.0041 -0.1476
O -0.0196 -0.0095 -0.0793
O -0.0486 0.014 -0.1687
O 0.0048 -0.0249 -0.0002
O -0.0283 0.0169 -0.1628
O 0.0294 0.0101 0.0716
N 0.0075 0.0205 0.042
O -0.0024 0.0205 -0.1331
O 0.0078 -0.0032 -0.0847
O 0.0359 -0.0003 -0.0431
O -0.0097 0.0008 0.0072
O 0.0117 -0.0237 -0.0832
N 0.0054 0.0093 -0.0405
O -0.0239 -0.0329 -0.035
O -0.003 0.0493 -0.0926
O -0.0382 -0.0076 -0.0741
O 0.0295 -0.0232 -0.0446
O 0.0433 -0.0065 -0.0555

The program warned: the forces do not sum to zero within the program's tolerance.
